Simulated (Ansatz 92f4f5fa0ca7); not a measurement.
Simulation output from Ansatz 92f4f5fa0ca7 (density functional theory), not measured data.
Periodic cell of 226 atoms, Si133O92P1, from a study of silicon, its oxide and their interface. The atomic structure is a simulated model.
Doubt: the cutoff is far below the 930 eV that the study's wrapper takes by default for these files, so forces and energies are approximate.
This geometry differs little from another in the collection (a relaxation step or a small displacement).

Settings
functional: PBE
potential files: Ansatz PAW
basis: plane waves
wave-function cutoff: 580 eV
density cutoff ratio: 5
exchange-correlation grid ratio: 1
k mesh: 1 x 1 x 1, Gamma-centred
self-consistency stop: 5e-08 eV per atom in the density residual
occupations: fixed
spin: none
net charge: +1 e, with a uniform compensating background and no finite-size correction

Cell vectors (angstrom)
a  10.938  0  0
b  0  10.938  0
c  0  0  31.9494

Atoms: element, x, y, z (angstrom)
Si  10.6147  -0.0104  24.4057
Si  5.0588  0.1259  24.6355
Si  2.8186  2.2795  24.5561
Si  8.5631  2.4219  24.5489
Si  10.7062  5.563  24.3663
Si  5.1629  5.6153  24.4349
Si  2.9988  7.948  24.3908
Si  8.4258  7.7995  24.3831
Si  1.2753  1.1158  25.8325
Si  6.8014  1.3211  25.716
Si  3.9809  4.0171  25.7104
Si  9.68  3.9889  25.855
Si  1.3543  6.7848  25.6534
Si  6.81  6.7121  25.7347
Si  3.999  9.4658  25.94
Si  9.4735  9.4201  25.7735
Si  2.6356  -0.1399  27.2806
Si  8.1319  -0.0802  27.1217
Si  0.0825  2.6423  27.2174
Si  5.4425  2.7114  27.0924
Si  2.6646  5.4058  27.1048
Si  8.191  5.3671  27.1278
Si  0.004  8.1424  27.1131
Si  5.5159  8.139  27.1664
Si  4.0846  1.3222  28.4876
Si  9.5346  1.3005  28.4933
Si  1.3903  4.0608  28.5677
Si  6.8022  4.0516  28.509
Si  4.0842  6.7726  28.4748
Si  9.5597  6.7739  28.475
Si  1.2855  9.4694  28.6148
Si  6.8228  9.5315  28.5547
Si  -0.0475  -0.0312  29.9221
Si  5.4496  -0.0188  29.8896
Si  2.7735  2.708  29.8984
Si  8.1804  2.6944  29.8638
Si  -0.0189  5.4356  29.8878
Si  5.4562  5.4422  29.8783
Si  2.7344  8.1379  29.8979
Si  8.2228  8.1703  29.8739
Si  1.3642  1.3671  31.2452
Si  6.8206  1.3616  31.2554
Si  4.1161  4.0819  31.2732
Si  9.5416  4.0769  31.2445
Si  1.3553  6.806  31.2682
Si  6.8271  6.8384  31.2374
Si  4.0832  9.5552  31.2539
Si  9.5483  9.5391  31.2863
Si  2.7363  0.0139  0.6728
Si  8.1976  0.0121  0.669
Si  0.0061  2.7486  0.6718
Si  5.4859  2.745  0.7041
Si  2.7391  5.4594  0.6753
Si  8.2045  5.4895  0.6611
Si  0.016  8.2087  0.7036
Si  5.4783  8.2226  0.6791
Si  4.1003  1.3848  2.0624
Si  9.5979  1.3603  2.0299
Si  1.3534  4.1425  2.0538
Si  6.8428  4.1562  2.0455
Si  4.0933  6.8548  2.0303
Si  9.5762  6.8441  2.0623
Si  1.3722  9.6192  2.0596
Si  6.8326  9.6274  2.046
Si  0.0257  0.0438  3.4695
Si  5.4814  0.0442  3.4532
Si  2.7126  2.7739  3.3998
Si  8.2601  2.7879  3.3346
Si  0.0261  5.521  3.4741
Si  5.4709  5.5352  3.422
Si  2.741  8.2456  3.3921
Si  8.2403  8.2927  3.3804
Si  1.373  1.4614  4.8427
Si  6.91  1.4842  4.7213
Si  4.0587  4.1612  4.7502
Si  9.6001  4.0856  4.7806
Si  1.3652  6.982  4.8348
Si  6.8375  6.9958  4.7265
Si  4.0948  9.5789  4.7894
Si  9.6189  9.5851  4.8356
Si  2.7571  0.0432  6.1342
Si  8.2951  0.131  6.0868
Si  0.0181  2.8068  6.3048
Si  5.5129  2.8462  6.0621
Si  2.7534  5.6016  6.1297
Si  8.2536  5.606  5.9539
Si  0.0479  8.3146  6.3649
Si  5.5017  8.3101  6.2205
Si  4.423  1.1919  7.3212
Si  9.8108  1.1604  7.6204
Si  1.1796  4.5138  7.4981
Si  6.6407  4.5498  7.2417
Si  4.3234  6.7135  7.5338
Si  9.7293  6.6237  7.4981
Si  1.2787  9.9497  7.6967
Si  6.7218  9.9762  7.4065
O  9.5939  1.2425  23.9476
O  4.1141  6.8017  23.9173
O  3.9778  1.2367  23.9826
O  9.5573  6.6577  23.8515
O  -0.026  5.5545  8.0079
O  5.5704  0.1358  7.9023
O  0.0699  0.0973  8.1406
O  5.5309  5.6179  7.8716
O  7.5972  3.9648  8.4304
O  8.7332  7.0633  8.7612
O  2.1774  9.4641  9.034
O  8.8967  1.6895  8.9232
O  7.6204  9.4857  8.7046
O  3.6091  1.8344  8.5917
O  3.5847  7.2319  8.9392
O  2.0709  4.0256  8.8084
O  8.1641  3.498  23.3489
O  0.5142  4.8495  22.8799
O  1.8215  2.6973  23.1768
O  5.8362  4.9079  23.1019
O  5.5274  9.9906  23.4839
O  2.4509  8.6802  23.0061
O  0.1985  10.0724  23.0675
O  7.7828  8.5438  23.0457
Si  8.654  7.7003  18.4294
Si  8.7851  6.3645  13.6418
Si  3.7945  1.5516  14.7297
Si  2.1467  5.7614  17.6387
Si  2.4317  3.1323  19.4998
Si  9.8161  9.038  12.0921
Si  1.3397  9.4153  22.0714
Si  9.1738  0.9816  13.2074
Si  1.4256  5.0651  13.0354
Si  1.7984  8.2612  12.8158
Si  6.6542  9.5426  22.4137
Si  4.5307  4.6089  15.7036
Si  8.2116  3.03  9.5855
Si  0.8351  8.2502  19.2524
Si  6.9764  1.3509  21.1181
Si  8.2285  8.3274  9.6758
Si  10.8833  5.199  15.6135
Si  7.5629  9.5107  16.3151
Si  9.9447  2.0512  20.2891
Si  3.2154  8.5185  9.9117
Si  6.6812  3.3606  17.4185
Si  1.1808  0.1985  19.811
Si  3.2355  2.8271  12.2962
Si  7.2197  5.4003  19.6855
Si  5.7482  8.6814  11.544
Si  5.7876  6.0883  13.2041
Si  4.6355  9.714  17.6267
P  1.0319  3.5636  22.1776
Si  4.9146  1.4819  18.8277
Si  3.1985  3.0951  9.516
Si  6.4501  10.8339  13.7872
Si  10.3472  0.1231  15.9788
Si  5.6645  3.6663  11.1603
Si  9.8416  3.9097  11.9081
Si  2.3445  9.9407  15.5391
Si  6.0762  8.1233  19.7907
Si  6.9495  3.9758  22.3718
Si  9.7478  2.7726  17.3742
O  7.1954  6.386  13.9869
O  1.8914  7.0724  18.6837
O  10.2826  4.0227  16.5319
O  6.1678  9.9841  17.0667
O  10.1414  0.7453  14.4949
O  8.4444  6.1163  18.85
O  5.1701  0.6965  14.4372
O  5.6714  2.0901  17.5328
O  8.3936  1.977  20.6493
O  2.019  4.3317  18.4879
O  6.9698  2.8156  10.6484
O  4.8714  2.7168  12.2257
O  6.0342  4.4073  16.3519
O  4.5658  3.9292  9.9451
O  10.757  2.7925  21.5831
O  9.7183  6.1582  14.9863
O  6.0087  6.4875  19.8521
O  4.0888  0.169  18.3311
O  9.2642  10.5594  12.3053
O  2.8566  4.3684  12.717
O  1.936  10.7006  21.2086
O  3.9973  2.698  19.4791
O  0.7312  10.056  15.9663
O  1.2663  9.8147  18.8299
O  1.6897  1.6862  19.3087
O  8.9405  10.39  16.5061
O  4.8762  8.5716  18.7769
O  9.5691  8.7675  10.5009
O  6.7339  4.088  18.8735
O  2.8383  1.7321  13.4089
O  5.8178  8.787  21.2469
O  2.5418  2.4623  10.8749
O  7.635  4.8495  21.1691
O  5.2137  7.4951  12.5636
O  0.4348  9.0743  12.5095
O  7.5814  1.0725  13.5883
O  7.0998  9.6465  14.7498
O  8.9784  5.0364  12.7103
O  8.0789  8.043  16.91
O  6.2229  2.5696  21.9164
O  2.463  9.0811  14.1124
O  0.4245  4.5027  11.8771
O  0.8115  8.3238  20.9243
O  9.3889  3.8442  10.3528
O  9.6589  2.3963  12.537
O  7.6247  8.5601  19.3958
O  2.5517  8.1714  11.3676
O  3.9813  3.0698  15.3805
O  0.8435  4.4969  14.4538
O  10.0666  3.0082  18.9795
O  9.1507  7.8105  12.9636
O  10.5326  0.542  20.1249
O  6.0295  5.0517  11.9462
O  8.1419  2.7326  17.0628
O  3.5321  5.4686  16.7475
O  4.6636  9.1416  10.3903
O  1.5373  6.6854  13.1998
O  4.7582  5.5128  14.3552
O  2.0066  3.8542  20.9913
O  10.5411  1.398  16.9952
O  0.9323  6.0463  16.5934
O  7.3574  10.9399  21.9375
O  6.0023  0.9341  19.9014
O  6.071  10.0428  12.4045
O  2.8488  0.5635  15.6116
O  7.0525  8.0236  10.78
O  10.2427  8.0176  18.6803
O  3.4422  9.2204  16.5869

Results
free energy: -137630.509 eV
free energy less fixed offsets of O -568.88, P -755.39, Si -635.61 eV per atom: -2.029 eV

Forces (eV/angstrom), in the order of the atoms: element, x, y, z
Si  0.0128  0.0105  -0.0593
Si  0.0271  -0.0131  0.0066
Si  -0.0197  -0.0289  -0.1595
Si  -0.0071  -0.0032  -0.0156
Si  -0.0347  0.0111  -0.0468
Si  0.0152  0.007  -0.0542
Si  0.0055  0.0226  -0.0133
Si  -0.004  0.0031  -0.0148
Si  -0.041  -0.012  0.0351
Si  0.0066  -0.0061  0.002
Si  0.0135  0.0336  0.0281
Si  -0.0113  0.0049  0.0212
Si  0.0066  0.0214  0.023
Si  0.0064  0.0065  0.0276
Si  0.0077  -0.0074  0.0165
Si  0.0076  -0.0028  0.0188
Si  0.0123  -0.0067  0.0031
Si  -0.0262  -0.0017  -0.0052
Si  0.0133  0.012  0.0117
Si  0.0178  -0.0124  0.0032
Si  -0.0212  -0.0092  0.002
Si  0.0156  -0.0119  -0.0208
Si  0  -0.0191  -0.0209
Si  -0.004  0.0107  -0.0175
Si  -0.0129  -0.0062  0.0112
Si  0.0087  0.0058  0.0088
Si  -0.0152  -0.0011  -0.0105
Si  -0.0107  0.006  -0.0021
Si  0.007  0.0127  0.0121
Si  -0.007  0.0049  0.0129
Si  0.0138  0.0163  -0.0169
Si  0.0041  0.0005  -0.0094
Si  -0.013  0.0088  0.0074
Si  0.0032  0.0043  -0.0018
Si  0.0057  -0.0089  -0.0014
Si  0.0076  -0.0118  -0.002
Si  0.0088  -0.001  -0.0035
Si  0.001  0.0049  -0.001
Si  0.011  -0.0147  0.0014
Si  0.004  -0.0049  -0.004
Si  0.0043  -0.0011  -0.002
Si  -0.0057  -0.0013  0
Si  0  -0.0007  0.0014
Si  -0.0023  0.0037  0.0015
Si  -0.0068  0.0023  0.002
Si  0.0016  -0.0012  0.0004
Si  -0.002  0.0047  0.0008
Si  0.0008  -0.0015  0.0018
Si  0.0036  0.0013  0.001
Si  0.0018  0.0004  -0.0015
Si  -0.0028  -0.0025  -0.0022
Si  0.0035  -0.0012  0.0036
Si  0.0021  0.0001  -0.0023
Si  -0.003  -0.0015  0.0007
Si  0.0032  -0.0002  0.0029
Si  0.0031  -0.0017  -0.0005
Si  -0.0017  -0.001  0.0016
Si  0.0087  -0.0048  -0.0032
Si  -0.0069  0.0053  0.0022
Si  -0.0091  0.0089  -0.0054
Si  -0.0009  0.004  -0.0024
Si  0.004  0.0019  0.0017
Si  -0.01  0.002  -0.0046
Si  -0.0135  0.0061  0.0021
Si  -0.0019  -0.004  -0.0081
Si  0.003  0.0023  -0.0104
Si  0.0127  -0.0035  0.0028
Si  -0.0121  -0.0071  0.0228
Si  -0.0083  -0.0039  -0.0127
Si  0.0078  -0.0095  -0.0025
Si  0.0054  -0.0003  0.0083
Si  -0.0044  -0.023  0.0077
Si  0.006  0.0015  0.0072
Si  0.0104  0.0105  -0.0056
Si  -0.0038  -0.0038  -0.0018
Si  0.0021  -0.0011  0.0011
Si  0.0116  0.0039  0.007
Si  0.006  0.0134  -0.005
Si  -0.0031  -0.0078  0.0008
Si  0.0026  0.0067  0.0077
Si  -0.0056  -0.0005  -0.0082
Si  -0.0004  0.0003  -0.0067
Si  -0.0037  -0.0031  -0.0051
Si  0.0027  0.0017  -0.0073
Si  -0.0022  0.0016  -0.0081
Si  0.0025  0.001  -0.0062
Si  -0.0041  -0.0038  -0.0065
Si  -0.0002  -0.002  -0.0076
Si  0.0028  -0.0019  0.0134
Si  -0.0022  -0.0001  0.006
Si  0.0018  0.0036  0.0141
Si  -0.0052  -0.0033  0.0079
Si  0.0014  -0.0003  0.0119
Si  0.0015  0.0003  0.0074
Si  0.0018  0.0046  0.0177
Si  0.0012  -0.0006  0.0118
O  -0.0015  -0.015  0.0156
O  -0.0107  -0.013  0.0096
O  -0.0167  0.0128  0.0334
O  -0.0048  0.0056  -0.0035
O  0.0006  0.0033  -0.0011
O  -0.0016  0.002  -0.0015
O  0.003  -0.002  -0.0019
O  0.0001  0.0014  0.0004
O  -0.0045  0.0059  -0.0074
O  0.0045  -0.0055  -0.0077
O  -0.0075  0.0043  -0.0121
O  0.0044  -0.0045  -0.0066
O  -0.0028  0.0039  -0.0064
O  0.0023  -0.0036  -0.0066
O  0.0016  -0.0035  -0.0068
O  -0.007  0.0035  -0.0093
O  0.004  0.0041  0.0025
O  -0.0102  0.0136  0.0426
O  0.0554  -0.0304  0.0974
O  -0.0112  0.0077  0.0176
O  -0.012  0.0035  -0.0007
O  0.0055  -0.0104  0.0123
O  -0.01  0.0055  0.0214
O  0.0125  -0.0144  0.007
Si  0.0006  -0.0001  -0.0064
Si  -0.0001  -0.0003  -0.0022
Si  0.0001  0.0001  -0.004
Si  0.0017  0.0016  -0.0077
Si  0.0049  -0.0023  -0.0105
Si  0.0002  -0.0001  0.0028
Si  -0.0049  -0.0006  -0.0101
Si  -0.0003  0.0007  -0.0001
Si  0.0003  0.0003  -0.0009
Si  -0.0004  0.0002  0.0012
Si  0.0015  0.0011  -0.0083
Si  0.001  0.0001  -0.0049
Si  -0.0004  0.0014  0.0071
Si  -0.0001  -0.0002  -0.0091
Si  -0.0023  0.0013  -0.0027
Si  -0.0021  0.0024  0.0064
Si  0.0003  0  -0.0056
Si  0.0006  0.0006  -0.0057
Si  0.0014  -0.002  -0.0082
Si  0.0042  -0.0012  0.0081
Si  -0.001  -0.0004  -0.0077
Si  -0.0006  -0.0002  -0.005
Si  0.0005  0.0005  0.0022
Si  -0.0008  0.0009  -0.0073
Si  0.0002  0.0006  0.003
Si  -0.0002  0.0002  -0.0006
Si  0.0002  0.0014  -0.0069
P  -0.0179  -0.0087  -0.0443
Si  -0.0008  0.0001  -0.0077
Si  0.0028  0.0008  0.0068
Si  0.0001  0.0002  -0.0022
Si  0.0001  -0.0015  -0.0057
Si  -0.0007  0.0015  0.0032
Si  0.0008  0.0003  0.0025
Si  -0.0001  0.0004  -0.0052
Si  -0.0003  -0.0013  -0.0075
Si  0.0032  -0.003  -0.0055
Si  -0.0015  -0.0013  -0.0068
O  -0.0002  0  0.0016
O  -0.0004  0.0016  0.0047
O  0.0005  0.0009  0.0028
O  -0.0002  -0.0004  0.0028
O  0.0001  0.0006  0.0009
O  0.0001  -0.0008  0.0026
O  0.0002  0  0.0022
O  -0.0008  -0.0007  0.0032
O  0.0023  0.0013  0.0017
O  -0.0008  -0.0052  0.0097
O  0.002  -0.0008  -0.0026
O  0.0005  0  -0.0005
O  -0.0003  0.0006  0.0031
O  -0.0014  -0.0007  -0.0031
O  0.0111  0.0116  0.0143
O  -0.0005  0.0003  0.0024
O  0.0006  -0.0002  0.0016
O  -0.0003  0  0.0029
O  0.0001  -0.0013  -0.0009
O  0.0001  -0.0004  0.0004
O  0.0015  -0.0014  0.005
O  -0.0033  0.002  0.0027
O  0.0005  -0.0003  0.0033
O  0.0005  0.0003  0.0032
O  -0.0009  0.0026  0.0038
O  -0.0007  -0.0004  0.0032
O  0.0002  -0.001  0.004
O  -0.0006  -0.0005  -0.0035
O  0.0002  0.0006  0.0042
O  -0.0004  0.0003  0
O  0.0004  -0.0001  0.0052
O  -0.0001  0.0001  -0.0035
O  -0.0001  -0.0012  0.0055
O  0  0.0008  -0.0002
O  -0.0001  0.0001  -0.0001
O  0.0003  0.0003  0.0011
O  0.0002  0.0001  0.0017
O  0.0002  -0.001  -0.0002
O  0  -0.0001  0.0036
O  -0.0016  0.0003  0.0015
O  0.0001  -0.0007  0.0007
O  -0.0004  -0.0004  -0.0007
O  0.0015  0.0007  0.0053
O  -0.0011  -0.0008  -0.0038
O  0.0002  0.0015  -0.0007
O  -0.001  0.0001  0.003
O  0.0008  0.0003  -0.0038
O  -0.0004  -0.0007  0.0025
O  0.0004  0  0.0013
O  0.0006  0  0.0056
O  0.0005  0.0014  0
O  -0.0006  0.002  0.0023
O  0.0001  -0.0012  -0.0011
O  0.0019  -0.0009  0.0033
O  0.0004  -0.0005  0.0022
O  -0.0021  -0.0004  -0.003
O  0.0003  0.0004  0.001
O  0.0005  0.0007  0.0011
O  -0.0043  0.0031  0.0138
O  0.0005  0.0011  0.0049
O  -0.0018  -0.0001  0.0013
O  0.0011  -0.0027  0.0032
O  0.0017  -0.0013  0.0032
O  -0.0004  -0.001  -0.0007
O  0.0002  0.0004  0.0028
O  0.0017  -0.0002  -0.0021
O  0.0004  -0.0006  0.0026
O  0.0002  -0.0002  0.0034

The program warned: the cutoff lies below the one the program advises for these potential files; the exchange-correlation potential is rough where the density is thin.
